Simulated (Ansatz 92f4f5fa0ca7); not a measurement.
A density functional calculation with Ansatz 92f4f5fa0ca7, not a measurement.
Periodic cell of 237 atoms, Si145O90As2, from a study of silicon, its oxide and their interface. The atomic structure is a simulated model.
Doubt: the cutoff is far below the 930 eV that the study's wrapper takes by default for these files, so forces and energies are approximate.

Settings
functional: PBE
potential files: Ansatz PAW
basis: plane waves
wave-function cutoff: 580 eV
density cutoff ratio: 5
exchange-correlation grid ratio: 1
k mesh: 1 x 1 x 1, Gamma-centred
self-consistency stop: 5e-08 eV per atom in the density residual
occupations: fixed
spin: none
net charge: 0

Cell vectors (angstrom)
a	11.6015	0	0
b	0	10.938	0
c	0	0	32.0622

Atoms and the computed forces on them: element, x, y, z (angstrom), force x, y, z (eV/angstrom)
Si	-0.2242	-0.0569	23.2772	0.009	0	0.0079
Si	3.6542	0.1924	23.1137	0.011	-0.0034	0.0054
Si	7.5304	-0.1226	23.4511	0.0057	-0.0058	0.0055
Si	1.6696	1.3701	23.4048	-0.0064	0.0134	0.0135
Si	5.7113	1.4111	23.1867	-0.0056	0.0025	0.0155
Si	9.4223	1.2403	23.3742	-0.01	0.0034	-0.0009
Si	0.123	5.3023	23.469	0.0115	0.001	0.0254
Si	4.0958	5.3073	23.4001	-0.0028	0.0022	0.0084
Si	7.9999	5.6241	23.5251	0.0004	0.0068	0.0085
Si	2.1199	6.5726	23.3462	0.002	-0.0061	0.0272
Si	5.9309	6.7869	23.4937	-0.0003	0.0013	0.0079
Si	9.9853	6.8714	23.5821	-0.0109	-0.0109	0.034
Si	1.8875	2.6649	25.3724	-0.0029	-0.0009	0.0009
Si	5.8167	2.6657	25.2501	-0.004	-0.0005	0.0087
Si	9.6092	2.701	25.2691	0.0045	0.0007	0.0002
Si	11.5827	4.0075	25.401	-0.003	0.001	-0.0052
Si	3.8745	3.9774	25.3231	0.0045	-0.0034	-0.0017
Si	7.7234	4.1116	25.3361	-0.0045	-0.0076	-0.0051
Si	1.9528	8.1477	25.1769	0.0028	-0.0022	-0.008
Si	5.7601	8.1739	25.3833	0.0079	0.0024	-0.0046
Si	9.6922	8.2654	25.4208	0.0026	-0.0027	-0.0087
Si	11.6214	9.5619	25.2588	0.0023	-0.0033	0.0063
Si	3.8485	9.5855	25.078	-0.0041	-0.0026	0.0013
Si	7.6744	9.5273	25.4094	-0.0022	0.0003	0.0027
Si	11.6358	-0.0094	27.2042	0.005	0.0054	0.0006
Si	3.8873	-0.0531	27.1208	-0.0016	0.0008	0.0087
Si	7.7458	-0.0104	27.2865	-0.0033	0.0055	-0.0026
Si	1.972	1.314	27.2726	-0.0017	0	-0.0064
Si	5.8139	1.3267	27.2019	0.0051	0.0012	0.0015
Si	9.6821	1.3366	27.2093	-0.0051	0.0002	0.0022
Si	11.5816	5.4759	27.2458	-0.0016	-0.0058	-0.0017
Si	3.8327	5.4242	27.217	0.0013	0.0012	-0.0008
Si	7.6997	5.4658	27.2665	0.0003	0.0035	-0.0002
Si	1.9259	6.831	27.1742	0.0025	0.0053	0.0052
Si	5.7468	6.7992	27.283	-0.0069	0.0013	0.0003
Si	9.6418	6.8194	27.2776	0.0055	-0.0036	-0.0002
Si	1.9371	2.7228	29.1724	0.0136	-0.0084	-0.0048
Si	5.7862	2.7135	29.1417	-0.0045	-0.0029	-0.0142
Si	9.6723	2.7256	29.1468	0.0092	-0.0003	-0.0125
Si	0.0049	4.0957	29.1666	-0.0013	0.0079	0.0042
Si	3.8584	4.0892	29.1676	-0.0084	-0.0061	0.002
Si	7.7238	4.0794	29.1731	-0.0039	-0.0045	0.014
Si	1.937	8.1898	29.1347	-0.001	0.0027	-0.0036
Si	5.7792	8.1979	29.1792	-0.0057	0.0009	0.0164
Si	9.6662	8.2061	29.1835	-0.0073	0.0025	0.0178
Si	0.0032	9.5637	29.15	-0.001	-0.0097	-0.0129
Si	3.8624	9.5774	29.1241	0.0134	-0.0109	-0.0262
Si	7.7237	9.5473	29.1908	0.0075	-0.0024	0.0061
Si	0	0	31.0965	0.0454	0.0197	-0.0769
Si	3.8672	0	31.0965	-0.0423	-0.0467	-0.2597
Si	7.7343	0	31.0965	-0.0329	0.0743	0.102
Si	1.9336	1.3673	31.0965	-0.0181	-0.0608	0.0999
Si	5.8008	1.3673	31.0965	-0.0124	-0.0311	-0.1132
Si	9.6679	1.3673	31.0965	0.0099	-0.0827	-0.0566
Si	0	5.469	31.0965	-0.0054	0.0091	0.0502
Si	3.8672	5.469	31.0965	0.0327	0.0337	0.0071
Si	7.7343	5.469	31.0965	-0.015	-0.0189	0.0035
Si	1.9336	6.8362	31.0965	0.0137	-0.0102	-0.1456
Si	5.8008	6.8362	31.0965	-0.0411	-0.0608	0.1008
Si	9.6679	6.8362	31.0965	0.0263	-0.1367	0.119
Si	1.9336	2.7345	0.9679	-0.0501	-0.0347	0.1479
Si	5.8008	2.7345	0.9679	-0.0012	0.1122	-0.2822
Si	9.6679	2.7345	0.9679	0.0152	0.0067	0.0596
Si	0	4.1018	0.9679	-0.0365	0.0185	-0.0174
Si	3.8672	4.1018	0.9679	-0.0422	0.0024	0.1036
Si	7.7343	4.1018	0.9679	0.101	0.0169	0.0842
Si	1.9336	8.2035	0.9679	-0.0279	0.012	0.0025
Si	5.8008	8.2035	0.9679	-0.0264	0.0101	0.0201
Si	9.6679	8.2035	0.9679	0.0511	0.0572	0.1713
Si	0	9.5708	0.9679	-0.069	0.041	0.0844
Si	3.8672	9.5708	0.9679	0.0149	-0.0608	-0.3601
Si	7.7343	9.5708	0.9679	0.0291	-0.0552	0.095
Si	11.606	0.0084	2.9169	0.0426	0.0394	0.0083
Si	3.8276	0.036	2.8376	-0.0088	0.2099	-0.1291
Si	7.7497	0.0066	2.9066	0.0086	0.0398	-0.0111
Si	1.9116	1.4117	2.9433	-0.0044	0.11	0.0139
Si	5.813	1.3456	2.8492	0.011	-0.0369	-0.035
Si	9.6637	1.3786	2.9231	-0.0137	-0.0177	0.0142
Si	11.5836	5.4437	2.918	-0.0224	-0.0338	0.0984
Si	3.8554	5.467	2.9202	0.0358	-0.0266	0.0254
Si	7.7622	5.5213	2.8759	-0.0603	0.0024	-0.0214
Si	1.906	6.8095	2.8822	0.0169	-0.0221	-0.073
Si	5.8083	6.8227	2.8888	0.0262	-0.0413	-0.0992
Si	9.6881	6.8758	2.9471	0.0511	0.0551	0.0057
Si	1.9299	2.5752	5.0334	-0.0374	-0.1218	0.0387
Si	5.8561	2.9013	4.6194	-0.1412	0.0857	-0.1753
Si	9.6004	2.7953	4.8378	0.0484	0.0102	-0.0012
Si	11.61	4.0401	4.85	0.0552	-0.0166	-0.0573
Si	3.8283	4.0624	4.8489	-0.127	-0.095	-0.005
Si	7.7682	4.275	4.8696	0.0587	-0.0768	0.0482
Si	1.8952	8.1388	4.8204	0.0686	0.0575	0.0902
Si	5.7959	8.2342	4.7633	0.1135	-0.0471	-0.0097
Si	9.6754	8.2785	4.9153	-0.0128	-0.0237	0.0112
Si	11.6324	9.6357	4.8987	-0.0063	-0.0075	-0.0802
Si	3.8385	9.4824	4.5986	-0.1179	-0.1818	-0.2364
Si	7.7264	9.6219	4.8757	0.0364	0.0074	0.0097
Si	11.5716	0.1474	6.8282	0.2512	-0.0313	-0.0475
As	4.0708	-0.3545	6.6157	-0.526	-0.1301	0.4437
Si	7.7753	-0.0103	6.9115	0.1203	-0.0978	-0.0559
Si	2.1593	1.0232	7.2306	0.7835	-0.3077	1.0466
As	5.8006	1.2684	6.3331	0.226	0.4347	0.3195
Si	9.6775	1.5407	6.8452	0.0022	0.1091	-0.0535
Si	11.5062	5.4747	6.731	0.0064	-0.0569	-0.1098
Si	3.974	5.4143	6.8051	0.0405	-0.0197	-0.0404
Si	7.7036	5.6836	6.844	-0.0191	0.0031	-0.0149
Si	1.9592	6.6265	6.6918	-0.0161	0.0366	-0.0107
Si	5.7681	6.9899	6.7539	-0.0486	-0.0129	0.0216
Si	9.7158	7.0056	6.9377	0.0352	-0.0079	-0.0356
O	9.8835	7.8979	8.3586	-0.0473	0.0184	0.0791
O	7.4441	10.023	8.2627	-0.115	0.0374	0.0257
O	7.3936	4.7124	8.1619	0.0006	0.0039	-0.0006
O	2.4473	10.8342	8.8265	-0.0584	0.613	-0.872
O	1.997	7.5555	8.051	-0.0101	0.0288	0.0851
O	4.1183	4.5625	8.2496	0.039	0.0431	0.0092
O	9.7516	2.4723	8.2209	0.0004	-0.0253	0.0285
O	2.6747	2.4258	8.0254	-0.0866	-0.5518	-0.1438
O	11.3668	4.5925	8.129	-0.0244	-0.0315	0.0792
O	5.4271	2.2864	7.768	-0.0091	-0.0553	-0.0405
O	5.7467	7.9454	8.1168	0.0044	0.0072	0.0075
O	11.0082	10.2625	8.1321	-0.2124	-0.1365	0.1628
O	11.2081	10.106	21.7972	0.0015	0.0253	0.0001
O	3.2262	10.6754	21.544	-0.0053	-0.001	-0.0126
O	5.6997	7.8339	22.2139	-0.0155	-0.006	0.0067
O	4.2126	4.466	21.9522	-0.0055	-0.0041	0.0024
O	7.657	9.6983	22.1925	-0.0012	-0.004	-0.0022
O	10.335	7.6631	22.1665	-0.0155	-0.0092	-0.0069
O	1.6029	2.3845	22.0903	0.0325	-0.0358	0.0161
O	5.9138	2.4371	21.8717	0.0021	0.0054	-0.005
O	8.3951	4.6977	22.202	-0.0023	-0.0052	0.0094
O	-0.1256	4.4004	22.076	-0.0335	0.0174	-0.0049
O	2.2828	7.3172	21.8812	0.0106	-0.0022	0.0313
O	9.1157	1.8858	21.873	0.004	-0.0016	-0.0015
Si	1.8364	7.8102	9.6346	-0.0776	-0.0835	-0.1607
Si	4.9845	0.6137	17.6985	-0.0072	-0.0034	0.0117
Si	2.3822	5.4475	14.0696	-0.0055	-0.0199	0.0015
Si	10.4563	3.8754	14.018	-0.0025	0.0041	0.003
Si	8.1964	2.4027	15.285	-0.0693	0.0139	0.0257
Si	9.5278	2.2275	20.3397	0.0186	0.0229	0.0038
Si	10.4794	3.6518	9.1126	-0.0113	0.0787	-0.0326
Si	0.0132	2.2839	11.5931	-0.0543	0.0357	-0.0084
Si	10.8872	8.0943	15.451	-0.0439	-0.0181	-0.0046
Si	5.0867	6.9523	14.0314	0.0123	-0.0068	-0.0117
Si	5.6901	2.6259	11.1469	0.0367	0.0471	-0.0181
Si	8.5445	7.6436	19.4055	0.0207	0.0054	0.0145
Si	8.093	4.8284	20.6108	-0.0019	-0.0064	-0.0092
Si	5.8379	9.6027	15.2174	0.016	-0.004	0.0192
Si	2.0705	7.6483	20.308	0.012	-0.0162	0.0157
Si	1.8429	4.8982	18.7779	-0.023	0.0161	-0.0063
Si	4.427	3.4656	18.0278	0.0014	-0.0073	0.0157
Si	8.4011	8.9312	16.845	-0.0055	-0.001	-0.0044
Si	0.7201	9.4804	13.4003	-0.0278	-0.0169	0.0185
Si	9.8408	10.6286	11.7803	-0.0144	-0.009	0.032
Si	5.3192	3.7084	21.0098	0.0074	0.0011	0.0388
Si	0.4487	5.4924	16.2865	0.0065	-0.0137	0.0102
Si	10.6491	9.1017	9.1966	-0.0817	-0.0665	-0.0503
Si	6.5333	8.9012	21.3093	0.0003	0.0067	0.0154
Si	6.9968	7.1892	11.4777	-0.0061	-0.001	-0.0069
Si	2.6002	0.7304	12.4346	-0.0583	0.1023	0.1992
Si	10.8598	8.7002	21.0302	-0.0157	0.0132	-0.0022
Si	5.9848	4.3863	15.6821	0.0225	0.0059	0.0161
Si	7.0051	0.5077	13.0196	0.0101	0.0019	-0.0048
Si	4.1335	2.9461	8.5493	-0.0598	-0.0299	-0.1945
Si	0.7997	6.8002	11.9324	-0.0081	-0.0023	0.0064
Si	6.2918	9.1384	9.0951	-0.0047	0.007	-0.1044
Si	0.6338	3.2812	21.1486	-0.0552	-0.034	0.0269
Si	9.6854	6.5488	12.8917	-0.0191	0.021	-0.0036
Si	7.6766	4.5828	9.7652	-0.0031	-0.0008	-0.0132
Si	3.9695	10.0635	20.2119	-0.0085	-0.009	0.0197
Si	4.1559	3.0766	13.5965	0.0235	0.0356	0.0257
Si	3.4982	10.1813	9.8665	0.269	-0.2003	0.1628
Si	8	0.7962	18.0474	0.0042	-0.0204	-0.0019
O	11.4278	3.2421	12.8875	-0.0079	0.0027	0.0049
O	9.3009	4.4666	9.916	0.0327	-0.0022	0.0091
O	8.7798	3.5823	19.8492	0.0047	-0.0125	0.0042
O	3.9896	-0.0362	18.8217	0.0034	0.0182	-0.0246
O	11.2083	4.5211	15.3044	-0.013	-0.0143	-0.0255
O	9.7507	9.7384	10.4027	-0.0281	-0.0222	0.0128
O	3.6681	1.5485	13.3619	-0.0164	-0.0367	0.0079
O	0.558	8.9627	14.9368	-0.0108	-0.0078	-0.0143
O	6.4204	1.0376	18.384	0.0122	-0.0021	-0.0058
O	4.6794	3.18	19.6193	-0.0164	-0.0153	-0.0459
O	6.2002	1.2048	11.7758	0.0125	-0.0065	-0.0045
O	0.4439	8.6314	9.862	-0.0251	-0.0108	-0.0217
O	5.581	4.3611	17.274	0.006	0.008	0.0022
O	8.3519	7.2705	12.3553	0.0304	0.0161	-0.0242
O	4.4151	2.5568	10.108	0.0627	-0.0056	0.0268
O	1.9358	5.6714	15.6195	0.0042	-0.0022	-0.0258
O	3.4491	-0.0611	11.3304	0.0186	0.0087	0.0501
O	5.7968	7.1873	12.5766	-0.053	-0.0079	0.0531
O	2.2023	6.3898	19.3037	0.0042	-0.0454	-0.0325
O	0.5481	4.8763	17.7883	0.0091	-0.0015	0.004
O	8.3508	10.7401	12.4263	0.0148	-0.0029	-0.0058
O	5.1171	10.182	9.4971	-0.2516	0.0874	-0.1356
O	0.5811	8.2726	20.1892	-0.0392	0.0215	-0.0423
O	9.6485	2.611	14.6254	0.0973	0.0359	-0.0521
O	1.8088	10.6683	13.4425	0.0192	0.0177	0.004
O	9.8513	9.118	16.1511	0.0019	-0.0241	-0.0075
O	6.0723	10.3494	13.784	-0.0152	-0.0157	-0.001
O	7.3256	1.6034	14.1769	-0.0187	0.0191	0.0057
O	1.599	3.9769	20.074	0.0522	0.0223	-0.0552
O	5.8726	5.8568	14.9778	-0.005	0.0133	-0.0042
O	7.2498	8.9383	15.7079	0.02	0.0013	0.0208
O	1.5035	1.666	11.6832	0.0491	-0.0306	-0.021
O	6.9119	8.4508	10.4417	-0.1092	0.1372	-0.0032
O	4.2656	2.0159	17.2836	-0.0066	0.0009	-0.0062
O	6.9709	3.2465	10.3562	-0.0154	0.0127	0.0663
O	11.3619	6.9515	16.4983	-0.0208	0.0282	-0.0078
O	8.1568	10.1442	17.866	0.0002	0.0214	0.0006
O	3.1584	8.5857	10.1361	-0.0688	0.2954	-0.1426
O	7.5226	3.8614	15.5684	-0.0146	-0.0072	0.0068
O	3.0588	4.3078	17.8975	0.019	-0.0066	-0.014
O	2.7851	3.9185	13.7404	-0.0233	0.0392	0.0044
O	1.2695	8.2683	12.4697	0.017	-0.0021	-0.0143
O	1.1091	5.7378	13.1102	0.0258	0.0095	-0.0093
O	4.8772	8.3339	14.8781	-0.0025	-0.0002	0.0041
O	11.1514	2.3818	20.3204	-0.0163	-0.0084	0.002
O	10.8553	9.9493	12.8557	-0.0027	0.0023	-0.0071
O	5.1333	3.5663	12.368	0.0085	-0.0193	0
O	5.0101	3.3011	14.9529	-0.0017	-0.0004	0.0088
O	6.4622	4.7843	20.5255	0.0166	0.0226	0.001
O	8.381	1.5803	16.674	0.0011	-0.0214	0.0465
O	10.4128	1.1839	11.474	0.0302	0.0022	-0.0055
O	10.7921	6.6875	11.6941	0.0434	0.0172	0.0008
O	3.2454	8.6625	19.8422	0.0589	0.0492	-0.0161
O	1.6299	6.4663	10.5596	0.0091	0.0721	0.0186
O	7.1389	8.1195	20.0451	-0.0049	-0.0013	-0.0229
O	8.3996	7.5862	17.7796	-0.0023	0.0131	-0.0418
O	3.5971	6.4297	13.6865	0.0223	0.0128	-0.0038
O	9.4686	4.9822	13.3105	0.0091	-0.0095	0.0001
O	5.5175	9.9911	20.6958	0.0096	0.0144	0.0017
O	10.1612	7.3602	14.2029	0.002	0.0211	0.0263
O	8.7855	6.1327	19.9452	0.0052	-0.0087	0.008
O	7.0402	5.8332	10.5767	0.0104	0.0204	-0.0216
O	5.2095	10.5724	16.3921	0.0005	-0.0055	-0.0082
O	9.0138	1.1224	19.2739	-0.009	-0.0129	-0.0184
O	11.5467	3.1163	10.1984	0.0228	-0.0392	0.037
O	9.7017	8.6976	19.8823	-0.0278	-0.0076	-0.014

Results
free energy: -153071.369 eV
free energy less fixed offsets of As -4856.12, O -568.88, Si -635.61 eV per atom: 3.521 eV

The program warned: the cutoff lies below the one the program advises for these potential files; the exchange-correlation potential is rough where the density is thin.
